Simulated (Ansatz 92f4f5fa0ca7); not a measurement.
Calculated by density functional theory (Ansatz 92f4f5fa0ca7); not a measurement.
Periodic cell of 226 atoms, Si133O92B1, from a study of silicon, its oxide and their interface. The atomic structure is a simulated model.
Doubt: the cutoff is far below the 930 eV that the study's wrapper takes by default for these files, so forces and energies are approximate.
This geometry differs little from another in the collection (a relaxation step or a small displacement).

Settings
functional: PBE
potential files: Ansatz PAW
basis: plane waves
wave-function cutoff: 580 eV
density cutoff ratio: 5
exchange-correlation grid ratio: 1
k mesh: 1 x 1 x 1, Gamma-centred
self-consistency stop: 5e-08 eV per atom in the density residual
occupations: fixed
spin: none
net charge: -1 e, with a uniform compensating background and no finite-size correction

Cell vectors (angstrom)
a	10.938	0	0
b	0	10.938	0
c	0	0	31.9494

Atoms and the computed forces on them: element, x, y, z (angstrom), force x, y, z (eV/angstrom)
Si	10.6274	0.0032	24.4367	-0.0061	-0.0047	-0.016
Si	5.074	0.1263	24.6815	0.001	-0.0022	-0.0126
Si	2.8176	2.2928	24.5474	0.0009	0.0008	-0.0127
Si	8.5693	2.4368	24.5835	0.0028	0.0045	-0.0128
Si	10.7018	5.5839	24.3561	0.0034	0.0024	-0.0165
Si	5.1567	5.6151	24.4689	0.0014	-0.0021	-0.0122
Si	2.987	7.9524	24.4254	-0.0006	-0.0005	-0.019
Si	8.4128	7.8286	24.435	0.0019	0.0051	-0.0132
Si	1.2916	1.1323	25.8612	-0.0009	0.0025	0.0023
Si	6.8143	1.3293	25.7579	-0.0047	-0.0008	0.0059
Si	3.9823	4.0112	25.7473	0.001	-0.0026	0.0045
Si	9.6842	4.0223	25.8803	-0.0039	-0.0011	0.0026
Si	1.3354	6.7928	25.6862	-0.0036	-0.0008	0.0066
Si	6.8015	6.7229	25.7734	0	-0.0013	0.0015
Si	4.0004	9.4679	25.9761	0	0.0021	0.0037
Si	9.4813	9.4405	25.8152	-0.0012	-0.0009	0.0054
Si	2.6343	-0.1315	27.3144	0.005	-0.0002	-0.0017
Si	8.1406	-0.0657	27.165	0.0086	0.0039	0
Si	0.0795	2.6526	27.2409	-0.0026	-0.0022	0.0015
Si	5.4504	2.7229	27.1319	-0.0033	-0.0022	0.0021
Si	2.665	5.4157	27.1297	0.0029	0.0061	0.003
Si	8.1874	5.3741	27.1654	0.0017	0.0009	0.0053
Si	0.0084	8.1525	27.1514	0.0031	0.0023	0.0022
Si	5.5107	8.1424	27.2071	-0.0017	-0.0008	0.0026
Si	4.0867	1.3305	28.5228	0.0071	0.0055	-0.0029
Si	9.5448	1.3132	28.5367	-0.0039	-0.0059	-0.0019
Si	1.3929	4.0671	28.5948	0.0088	-0.0022	0.0061
Si	6.8021	4.0613	28.5541	-0.0002	-0.0021	0.0025
Si	4.0795	6.7758	28.5142	-0.0021	-0.0082	-0.0022
Si	9.5582	6.7872	28.5151	0.0031	-0.0028	-0.0039
Si	1.2889	9.4801	28.6519	-0.0103	-0.0107	0.0138
Si	6.8272	9.5391	28.5876	0.0008	-0.0007	0.0062
Si	-0.0441	-0.0262	29.9687	0.0055	-0.0024	-0.0047
Si	5.4559	-0.0086	29.9217	-0.0012	-0.0028	-0.0007
Si	2.7806	2.7185	29.9385	-0.0042	0.0056	-0.0005
Si	8.1892	2.7063	29.9041	-0.0025	0.0039	-0.0019
Si	-0.016	5.4403	29.9192	-0.005	0.0006	-0.0001
Si	5.4488	5.4489	29.9243	0.0012	0.0015	-0.0013
Si	2.7341	8.1416	29.9342	-0.0035	0.0098	-0.0045
Si	8.2259	8.1863	29.9205	-0.0034	0.0032	0.0012
Si	1.3657	1.3791	31.2813	-0.0014	-0.0009	0.0009
Si	6.8269	1.3712	31.2907	0.0018	0.0001	-0.0012
Si	4.1169	4.09	31.3358	-0.0007	-0.0035	-0.0024
Si	9.5483	4.0871	31.2862	0.0009	-0.0002	0.0012
Si	1.3558	6.8091	31.3035	0.0017	-0.0013	-0.0008
Si	6.8304	6.843	31.2733	-0.0008	-0.0006	0.0005
Si	4.0872	9.5622	31.28	0.0014	-0.0027	0.0012
Si	9.5518	9.5517	31.3498	-0.0001	0.0002	-0.0026
Si	2.7422	0.0194	0.6966	-0.0022	0.0004	-0.0017
Si	8.2078	0.0506	0.7278	-0.0001	-0.0001	0.0009
Si	0.0115	2.7566	0.7159	0.0013	0.0015	0.0001
Si	5.517	2.7581	0.7558	-0.0004	0.0024	-0.0005
Si	2.7157	5.4617	0.7335	-0.0005	0.0055	0.0009
Si	8.2059	5.4974	0.7017	0.0009	0.0017	0.0002
Si	0.0151	8.1904	0.7546	-0.0001	0.0011	-0.0011
Si	5.4782	8.2302	0.7067	-0.0008	0.001	-0.0019
Si	4.1072	1.3953	2.0783	0	-0.0019	0.0013
Si	9.5813	1.4289	2.109	0.0038	0.0022	0.0009
Si	1.31	4.1648	2.1274	0.0014	-0.0171	0.0039
Si	6.8999	4.1426	2.1178	0.0081	-0.0024	0.0021
Si	4.0938	6.8594	2.0595	0.0014	-0.0028	0.0032
Si	9.5962	6.805	2.1268	-0.0056	-0.0087	0.0081
Si	1.3752	9.6208	2.0789	0.0041	-0.0022	0.002
Si	6.8375	9.636	2.0664	0.0025	-0.0058	0.0032
Si	0.0316	0.061	3.4694	0.0008	0.0068	0.0049
Si	5.5051	0.0742	3.4605	-0.0011	-0.0009	0.009
Si	2.7138	2.78	3.4083	-0.012	0.0052	-0.0017
Si	8.4188	2.9583	3.5192	0.0158	0.0221	0.0337
Si	-0.1286	5.3725	3.6334	0.015	0.0339	0.0043
Si	5.4903	5.5362	3.4323	-0.0009	0.0119	0.0017
Si	2.7221	8.2319	3.4191	0.0028	0.0015	-0.0021
Si	8.2445	8.2842	3.3854	0.0118	0.0135	-0.0079
Si	1.3364	1.5098	4.8468	-0.0026	0.0019	-0.0204
Si	6.9579	1.5405	4.7064	0.0011	-0.0028	0.003
Si	4.0692	4.163	4.7567	-0.0034	0.0025	0.002
B	9.5963	4.1208	4.7805	-0.0158	-0.0666	-0.0706
Si	1.3174	6.9385	4.8375	-0.0171	-0.0073	0.0046
Si	6.9056	6.9431	4.7421	-0.0099	-0.0157	-0.004
Si	4.1046	9.5897	4.7859	-0.0002	0.0047	-0.0182
Si	9.6238	9.5931	4.8247	-0.003	-0.0062	-0.002
Si	2.7512	0.0738	6.1147	-0.0009	-0.0034	0.0056
Si	8.2986	0.1411	6.0661	0.001	0.0077	-0.0221
Si	-0.1425	2.9618	6.1105	0.0052	0.0036	0.0138
Si	5.529	2.8493	6.0697	0.0074	-0.0013	-0.0128
Si	2.7561	5.6009	6.1335	-0.0025	0.0059	-0.0203
Si	8.3941	5.4495	5.8179	-0.0111	0.0341	0.0265
Si	0.0345	8.3216	6.3643	0.0144	0.0025	-0.0175
Si	5.5376	8.3018	6.1909	0.0016	-0.0016	-0.0044
Si	4.4343	1.1885	7.3108	-0.0085	0.0018	0.0274
Si	9.8222	1.2421	7.5249	0.0049	-0.0012	0.034
Si	1.1346	4.4981	7.4337	-0.0184	-0.0094	0.0131
Si	6.697	4.5757	7.1751	0.003	-0.0019	0.0252
Si	4.3487	6.7218	7.496	0.0065	-0.0139	0.0397
Si	9.7148	6.5912	7.4348	-0.0099	-0.0142	0.0135
Si	1.2692	9.9864	7.6649	-0.0008	-0.0071	0.0214
Si	6.7347	9.9756	7.3787	0.0037	0.0029	0.0306
O	9.5867	1.2426	23.9911	0.0042	-0.0003	0.0031
O	4.1054	6.8041	23.9518	0.0004	0.0027	0.0043
O	4.008	1.2387	24.0422	-0.0009	0.0002	0.0026
O	9.5307	6.6969	23.905	-0.0006	-0.0004	0.0036
O	-0.0143	5.5771	8.0103	0.0067	-0.0055	0.0027
O	5.573	0.1195	7.8865	-0.0031	-0.0072	-0.0142
O	0.0965	0.1914	8.0769	-0.0068	0.0194	-0.0173
O	5.5844	5.6472	7.8172	0.007	0.0061	-0.0245
O	7.6181	4.0474	8.4262	-0.0013	0.0031	-0.0063
O	8.6886	7.0403	8.6887	0.0059	-0.0035	-0.0133
O	2.1673	9.4806	9.0164	-0.0044	0.0043	-0.0101
O	8.8937	1.73	8.8545	0.0069	-0.006	-0.0136
O	7.6176	9.4893	8.6966	-0.0068	0.0069	-0.0123
O	3.6432	1.795	8.6195	0.003	0.0003	-0.0057
O	3.6109	7.2466	8.9136	0.0015	-0.0023	-0.0139
O	2.0064	3.9329	8.7428	0.0051	-0.0037	-0.0071
O	8.1444	3.4848	23.3662	0.0032	-0.0032	0.0061
O	0.4383	4.9213	22.9648	-0.0047	0.0053	0.0086
O	1.9021	2.7327	23.2448	0.0044	-0.0032	0.0082
O	5.8342	4.9101	23.1292	-0.0061	0.0058	0.0077
O	5.5188	10.0013	23.5036	-0.0031	0.0023	0.0052
O	2.4449	8.6871	23.0316	0.0053	-0.0047	0.0103
O	0.1913	10.0735	23.0913	-0.0042	0.0057	0.0103
O	7.7769	8.5687	23.0848	0.005	-0.0066	0.0071
Si	8.6619	7.6983	18.445	0.0001	0	0.0002
Si	8.7823	6.3408	13.6218	-0.0002	-0.0002	0.0007
Si	3.8051	1.536	14.7055	0.0012	-0.0003	0.0016
Si	2.1349	5.7422	17.6241	0.0009	0.0004	0.0002
Si	2.4116	3.1402	19.4986	0.0014	-0.0005	-0.0018
Si	9.8092	9.0015	12.0443	0.0006	0.0009	0.0034
Si	1.3322	9.4191	22.0919	0.0002	0.0004	-0.0092
Si	9.1839	0.9388	13.1693	-0.0002	-0.0008	0.0009
Si	1.4244	5.0513	13.0187	-0.001	0.0004	0.0013
Si	1.7971	8.249	12.7814	-0.0014	0.0001	0.0035
Si	6.6479	9.554	22.4391	-0.0016	0.0026	-0.0052
Si	4.5265	4.5978	15.6905	0	-0.0008	0.0014
Si	8.2082	3.0527	9.5345	-0.0063	0.0084	0.0068
Si	0.8459	8.243	19.2685	-0.0002	-0.0014	-0.0027
Si	6.952	1.347	21.0967	-0.0004	-0.0002	-0.0017
Si	8.2159	8.2958	9.6224	0.0004	-0.0002	0.0121
Si	10.886	5.205	15.6021	-0.0003	0.0004	0.0016
Si	7.5751	9.4941	16.3096	0.0003	0.0004	0.0009
Si	9.9313	2.0499	20.2945	-0.0004	-0.0004	-0.002
Si	3.2127	8.529	9.8738	0.0024	0.0022	0.0121
Si	6.6929	3.3527	17.4078	-0.0001	-0.0003	-0.0003
Si	1.1686	0.2029	19.8087	-0.0005	0.0005	-0.0012
Si	3.2346	2.8167	12.264	0.0015	-0.0006	0.0034
Si	7.2188	5.3953	19.6928	-0.0003	0.0009	-0.0023
Si	5.7475	8.6646	11.5137	0.0002	0.0005	0.0037
Si	5.7817	6.069	13.1732	-0.0001	0.0002	0.002
Si	4.6405	9.7063	17.614	0.0002	0.0004	-0.0001
Si	1.0161	3.5913	22.1869	-0.0004	-0.0026	-0.0081
Si	4.8975	1.4829	18.8047	-0.0004	0	-0.0005
Si	3.1637	3.0731	9.4786	-0.0009	0.0002	0.002
Si	6.4613	10.8068	13.7721	0.0001	0.0006	0.0019
Si	10.3576	0.1073	15.9525	0	-0.0004	0.0012
Si	5.6418	3.6684	11.098	0.0001	0.0012	0.0037
Si	9.8406	3.8808	11.8964	0.0009	0.0003	0.0041
Si	2.3525	9.9192	15.5208	0	0.0007	0.0013
Si	6.079	8.1281	19.803	0.0003	-0.0009	-0.0018
Si	6.9376	3.9721	22.3905	0.0017	-0.0026	-0.0061
Si	9.7535	2.7718	17.3557	-0.0004	-0.0001	-0.0009
O	7.1906	6.366	13.9576	-0.0003	0.0001	-0.0004
O	1.8852	7.0534	18.6783	-0.0007	0.0014	0.0001
O	10.2891	4.0336	16.5215	0.0001	-0.0001	-0.0003
O	6.1755	9.9611	17.0499	-0.0007	0	0
O	10.159	0.6715	14.4432	-0.0005	0.0002	-0.0007
O	8.449	6.1177	18.8672	-0.0006	-0.0008	-0.0002
O	5.1839	0.6814	14.4146	0.0002	-0.0002	-0.0007
O	5.7179	2.0589	17.5276	-0.0006	-0.0004	0.0003
O	8.3456	1.9338	20.5401	-0.0011	-0.0003	0
O	1.9938	4.2952	18.4052	-0.0002	-0.0018	0.0008
O	6.9444	2.8204	10.579	0.0049	0.0008	-0.0044
O	4.8683	2.7087	12.1734	-0.0002	0.001	-0.0011
O	6.025	4.3946	16.344	0	-0.0002	0
O	4.5119	3.9503	9.9163	-0.0046	-0.002	-0.0027
O	10.6888	2.767	21.55	0.0021	0.002	0.0026
O	9.7163	6.1584	14.9674	-0.0003	0	-0.001
O	6.0107	6.4913	19.8425	0	-0.0001	-0.0005
O	4.0868	0.17	18.2734	-0.0001	0.0006	-0.0003
O	9.2548	10.5263	12.2485	0.0001	-0.0018	-0.0003
O	2.8551	4.3532	12.7058	0.0006	-0.0013	-0.0002
O	1.9139	10.6982	21.2141	0	-0.0022	0.003
O	3.9902	2.7181	19.3887	-0.0007	0.0004	-0.0006
O	0.7429	10.0392	15.9577	0.0001	-0.0001	-0.0005
O	1.2821	9.7989	18.8382	0	0.0004	0.0007
O	1.712	1.6589	19.276	-0.0004	-0.0002	-0.0005
O	8.9501	10.38	16.4878	0.0001	0.0002	-0.0006
O	4.8808	8.5847	18.785	0.0009	-0.0007	0.0007
O	9.5654	8.708	10.4603	-0.003	-0.0009	-0.0045
O	6.7472	4.0939	18.8544	0.0004	0.0011	0.001
O	2.8551	1.7175	13.3809	-0.0003	0.0015	-0.0023
O	5.8285	8.7779	21.2649	0.0011	0.0021	0.0039
O	2.5148	2.4605	10.8573	0.0011	0.0021	-0.0095
O	7.6143	4.8472	21.178	-0.0007	-0.0022	0.004
O	5.2104	7.48	12.5394	0	0.0014	-0.0011
O	0.4246	9.0505	12.479	0	-0.0001	0
O	7.5964	1.0404	13.5665	0.0004	0.0003	-0.0002
O	7.1116	9.6239	14.7405	-0.0002	0.0004	-0.001
O	8.977	4.9941	12.7189	0.0007	-0.0019	-0.0013
O	8.0949	8.0337	16.9158	0.0004	-0.0007	0.0004
O	6.2186	2.5751	21.9014	0	0.0024	0.0013
O	2.456	9.0653	14.0862	-0.0001	-0.0008	-0.0013
O	0.4205	4.4827	11.8672	-0.0007	-0.0004	0.0001
O	0.8181	8.3158	20.9388	0.0009	0.0018	0.0047
O	9.3783	3.8331	10.3515	-0.0042	-0.0029	-0.0059
O	9.6719	2.361	12.5179	0.0003	0.0017	-0.0007
O	7.6251	8.5656	19.3953	-0.0014	0.0002	-0.0001
O	2.5493	8.1669	11.3356	0.0029	0.0007	-0.0063
O	3.989	3.0514	15.3601	-0.0002	-0.0003	-0.0006
O	0.8419	4.496	14.4402	0.0006	0	-0.0012
O	10.0539	2.9837	18.9484	0.0003	-0.0008	0.0017
O	9.1466	7.7791	12.9275	0.0003	0.0015	-0.0011
O	10.5138	0.5284	20.0744	-0.0001	0.0003	-0.0003
O	6.0184	5.0416	11.9083	0.0001	-0.0028	-0.0018
O	8.1509	2.7471	17.0115	0.0002	0	-0.0001
O	3.5271	5.4704	16.715	-0.0004	0.0002	-0.0002
O	4.6554	9.1528	10.3839	-0.0033	-0.0009	-0.0031
O	1.5397	6.6725	13.1675	0.0003	0.0003	-0.0002
O	4.7623	5.4899	14.3311	0.0003	0.0007	-0.0012
O	2.0382	3.8513	20.9258	-0.0022	0.0008	0.004
O	10.5462	1.4085	16.9249	-0.0001	0.0004	-0.0004
O	0.9377	6.0695	16.5607	0	-0.0002	-0.0006
O	7.339	10.9469	21.9361	-0.0002	-0.0025	0.0011
O	5.9276	0.9101	19.9225	0.0023	0	0.0015
O	6.0839	10.014	12.3927	-0.0007	-0.0022	-0.0019
O	2.857	0.5414	15.576	0.0001	-0.0003	-0.0005
O	7.0446	8.0009	10.7459	0.0035	0.0009	-0.0031
O	10.248	8.0149	18.6929	0.0011	0.0003	-0.0002
O	3.4574	9.1991	16.5608	0.0001	0	-0.0001

Results
free energy: -137022.771 eV
free energy less fixed offsets of B -154.04, O -568.88, Si -635.61 eV per atom: 4.359 eV

The program warned: the cutoff lies below the one the program advises for these potential files; the exchange-correlation potential is rough where the density is thin.
